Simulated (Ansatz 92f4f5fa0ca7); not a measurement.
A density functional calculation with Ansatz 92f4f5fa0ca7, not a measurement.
Periodic cell of 211 atoms, Si125O78P8, from a study of silicon, its oxide and their interface. The atomic structure is a simulated model.
Doubt: the cutoff is far below the 930 eV that the study's wrapper takes by default for these files, so forces and energies are approximate.

Settings
functional: PBE
potential files: Ansatz PAW
basis: plane waves
wave-function cutoff: 580 eV
density cutoff ratio: 5
exchange-correlation grid ratio: 1
k mesh: 1 x 1 x 1, Gamma-centred
self-consistency stop: 5e-08 eV per atom in the density residual
occupations: fixed
spin: none
net charge: 0

Cell vectors (angstrom)
a 10.938 0 0
b 0 10.938 0
c 0 0 31.4717

Atoms and the computed forces on them: element, x, y, z (angstrom), force x, y, z (eV/angstrom)
Si 0.5492 10.5353 24.2298 0.0771 0.0063 -0.144
Si 6.1384 10.5241 23.9133 0.1123 0.0527 -0.1285
P 2.2475 3.2923 24.1283 0.1509 -0.1807 -0.3656
P 7.7206 3.3534 24.1217 0.13 -0.3562 -0.3474
P 0.5545 4.8997 24.102 -0.1553 0.1767 -0.3479
P 5.9898 4.9001 24.118 -0.1331 0.284 -0.3405
Si 2.3379 8.7108 24.034 -0.1567 -0.0484 -0.1134
Si 7.7104 8.597 24.0893 -0.0702 -0.008 -0.0981
Si 1.4522 1.4781 25.3921 0.0174 -0.1694 0.3229
Si 6.908 1.44 25.2574 0.0949 0.0596 0.3064
Si 4.1223 4.0917 25.3466 -0.0064 -0.0054 0.3586
Si 9.6019 4.1305 25.3432 0.0065 -0.0211 0.3849
Si 1.4079 6.7804 25.2477 -0.0589 0.1246 0.2642
Si 6.7974 6.7564 25.3278 -0.0288 0.0476 0.3074
Si 4.1934 9.6473 25.2013 -0.0099 -0.009 0.1351
Si 9.596 9.5262 25.2976 0.004 -0.0032 0.1259
Si 2.8303 0.0251 26.684 -0.1018 0.1287 -0.0897
Si 8.2615 0.0135 26.6707 -0.1353 0.1183 -0.0817
Si -0.0247 2.711 26.7171 -0.1937 -0.0172 -0.0127
Si 5.4651 2.6703 26.6731 -0.1865 -0.0502 0.0849
Si 2.7729 5.5034 26.6812 0.1932 0.0417 0.0727
Si 8.2313 5.5075 26.7016 0.2058 0.0458 0.026
Si -0.0079 8.1347 26.6729 0.1193 -0.094 -0.099
Si 5.4224 8.1914 26.6641 0.103 -0.0906 -0.076
Si 4.1018 1.3673 28.0534 0.2686 -0.0241 0.5891
Si 9.5708 1.3673 28.0534 -0.0205 -0.1273 0.4511
Si 1.3673 4.1018 28.0534 0.0405 0.1613 -0.2811
Si 6.8362 4.1018 28.0534 0.0276 -0.1182 -0.4092
Si 4.1018 6.8362 28.0534 -0.0601 0.2254 0.3352
Si 9.5708 6.8362 28.0534 0.0883 0.0378 0.489
Si 1.3673 9.5708 28.0534 0.1472 -0.0652 -0.5258
Si 6.8362 9.5708 28.0534 0.0246 0.0212 -0.4299
Si 0 0 29.4207 -0.0265 0.077 -0.0046
Si 5.469 0 29.4207 -0.029 0.0942 0.0381
Si 2.7345 2.7345 29.4207 0.0456 -0.0201 -0.0346
Si 8.2035 2.7345 29.4207 -0.0148 -0.0452 0.0103
Si 0 5.469 29.4207 -0.0161 0.0501 0.034
Si 5.469 5.469 29.4207 0.0063 0.0614 -0.0086
Si 2.7345 8.2035 29.4207 0.0298 -0.0323 0.0273
Si 8.2035 8.2035 29.4207 0.0644 0.0042 -0.0216
Si 1.3673 1.3673 30.7879 0.047 0.0111 -0.0024
Si 6.8362 1.3673 30.7879 0.0503 -0.0227 0.0002
Si 4.1018 4.1018 30.7879 -0.0741 -0.0411 -0.0062
Si 9.5708 4.1018 30.7879 0.0008 -0.0408 -0.0058
Si 1.3673 6.8362 30.7879 -0.0109 0.0237 -0.0017
Si 6.8362 6.8362 30.7879 0.0323 0.0221 0.0039
Si 4.1018 9.5708 30.7879 -0.01 -0.0301 -0.0108
Si 9.5708 9.5708 30.7879 -0.039 -0.0428 0.0083
Si 2.7345 0 0.6835 0.0365 0.0038 0.004
Si 8.2035 0 0.6835 0.0252 0.1047 0.0048
Si 0 2.7345 0.6835 -0.0751 -0.0054 0.0157
Si 5.469 2.7345 0.6835 0.0141 -0.0141 -0.0041
Si 2.7345 5.469 0.6835 0.0382 0.0712 -0.0058
Si 8.2035 5.469 0.6835 0.025 -0.0053 0.0066
Si 0 8.2035 0.6835 0.0276 -0.0446 0.006
Si 5.469 8.2035 0.6835 -0.0875 0.0081 0.011
Si 4.1018 1.3673 2.0507 -0.0559 0.0368 0.0376
Si 9.5708 1.3673 2.0507 -0.0646 -0.0492 -0.0051
Si 1.3673 4.1018 2.0507 0.0536 -0.0574 0.0009
Si 6.8362 4.1018 2.0507 0.0361 -0.0617 -0.0017
Si 4.1018 6.8362 2.0507 -0.075 -0.0523 -0.019
Si 9.5708 6.8362 2.0507 -0.0397 0.0342 0.0424
Si 1.3673 9.5708 2.0507 0.0015 -0.016 0.0173
Si 6.8362 9.5708 2.0507 0.0662 -0.051 0.0048
Si 0 0 3.418 -0.2627 -0.1531 0.2179
Si 5.469 0 3.418 -0.0146 0.0059 0.5802
Si 2.7345 2.7345 3.418 0.0502 0.1167 -0.4393
Si 8.2035 2.7345 3.418 -0.1802 -0.0764 -0.6651
Si 0 5.469 3.418 0.0194 0.0552 0.6075
Si 5.469 5.469 3.418 -0.0941 0.1578 0.3887
Si 2.7345 8.2035 3.418 -0.0237 -0.2622 -0.4082
Si 8.2035 8.2035 3.418 -0.0732 -0.001 -0.2249
Si 1.3739 1.3918 4.7308 0.1294 0.1068 -0.0419
Si 6.8601 1.4333 4.8079 -0.0449 -0.0372 0.153
Si 4.049 4.105 4.7817 -0.1588 -0.1744 -0.0977
Si 9.501 4.0603 4.7765 0.0266 0.0197 0.1419
Si 1.3951 6.8912 4.839 -0.0504 -0.0608 0.1569
Si 6.8406 6.8853 4.8007 0.1656 0.1299 -0.0895
Si 4.0811 9.4854 4.7976 0.0418 0.0019 0.1428
Si 9.5203 9.5491 4.805 -0.1343 -0.1339 -0.1047
Si 2.6126 -0.0641 6.0627 0.1055 0.0008 -0.3108
Si 8.2139 0.0074 6.2016 0.0691 0.1153 -0.3672
Si -0.0411 2.6425 6.1113 -0.0602 0.107 -0.344
Si 5.4116 2.8082 6.1736 0.0984 -0.1617 -0.2775
Si 2.765 5.4495 6.2324 -0.1321 0.1238 -0.3062
Si 8.104 5.4513 6.1626 0.0397 -0.076 -0.3216
Si -0.0683 8.2395 6.239 0.0977 -0.0472 -0.337
Si 5.4949 8.1608 6.2821 -0.13 0.0542 -0.3075
Si 4.4218 0.8822 7.2917 0.0691 0.0433 0.1046
P 10.0949 0.8299 7.3639 -0.1816 0.1134 0.3402
Si 0.7978 4.4978 7.3768 0.0362 0.076 0.1205
P 6.2714 4.6267 7.3922 0.1669 -0.13 0.3578
P 4.6371 6.2745 7.4244 -0.1517 0.1426 0.3319
Si 9.9553 6.298 7.452 0.0515 -0.0328 0.1452
P 0.7938 10.1198 7.3625 0.2052 -0.1526 0.3744
Si 6.3251 10.1661 7.5134 -0.0821 0.0248 0.1624
O 9.4803 6.457 9.0359 0.0546 -0.033 -0.0778
O 0.934 3.8622 8.9023 -0.0369 -0.0116 -0.0851
O 3.6419 1.1501 8.725 -0.0478 -0.0296 -0.1051
O 6.7277 10.1748 9.1373 -0.0253 0.0518 -0.0706
O 11.0625 0.2441 22.7818 -0.0231 -0.0633 0.027
O 2.9026 8.3899 22.4955 0.0325 0.042 0.0315
O 6.1195 10.9261 22.2605 -0.0387 -0.0735 0.0089
O 7.8841 8.0338 22.541 -0.0218 0.0833 0.0333
Si 3.9867 10.5889 19.0344 0.0169 0.0658 -0.0304
Si 8.3238 7.7674 21.021 0.0255 -0.0307 -0.1495
Si 6.5957 4.8179 17.908 -0.0033 -0.029 0.0028
Si 3.9542 9.3118 14.5478 -0.0055 0.0052 -0.0302
Si 10.9249 9.2315 19.9314 -0.0323 0.0275 -0.0334
Si 3.5691 1.4842 10.2947 0.0049 0.0573 0.1725
Si 2.703 1.3665 16.9155 0.0105 0.0521 0.0108
Si 9.2676 5.5754 19.418 0.0035 -0.0322 -0.0743
Si 4.922 7.7894 12.0345 0.0129 0.0281 0.0714
Si 8.987 6.9879 10.4839 -0.0339 0.0598 0.1525
Si 7.7243 1.44 15.5719 -0.0031 0.0034 -0.0252
Si 7.1525 0.5502 21.1007 0.0128 0.0429 -0.1281
Si 2.5729 7.4299 16.3912 0.02 -0.0076 -0.0039
Si 10.2479 0.7087 21.4848 0.0099 -0.0158 -0.1128
Si 10.618 7.7408 17.4269 -0.0169 -0.0189 -0.0083
Si 3.9499 6.46 18.8451 -0.0044 -0.0593 -0.0002
Si 2.4641 6.2766 11.9787 -0.0423 -0.0091 0.0721
Si 5.863 2.5759 11.912 -0.0262 -0.0179 0.0594
Si 0.1831 8.2367 12.4737 0.0059 0.0133 0.0213
Si 6.9473 5.3177 12.1389 -0.0087 -0.0125 0.0777
Si 1.4527 3.8094 10.4264 0.0613 -0.0302 0.1557
Si 6.7393 9.7461 16.0918 0.0147 0.0048 -0.018
Si 2.9788 4.9731 14.5656 -0.0016 -0.0124 -0.0207
Si 8.9049 8.2397 14.8179 -0.0123 -0.0044 -0.0185
Si -0.0875 4.0892 14.9679 0.0011 -0.0108 -0.0058
Si 2.1186 10.8107 12.4822 -0.0027 -0.0142 0.0246
Si 5.5292 2.4477 19.547 -0.0604 0.0393 -0.0426
Si 7.9472 5.3903 14.9774 -0.0057 -0.0101 -0.0083
Si 6.6603 9.2361 18.9852 0.0112 0.0106 -0.0278
Si 10.9945 3.0002 19.8501 0.0233 -0.0028 -0.0798
Si 4.873 2.4829 14.9101 0.0006 0.0004 -0.014
Si 2.9566 3.6041 19.1877 0.0019 -0.0265 -0.0347
Si 2.8063 8.4836 20.8778 0.0354 -0.008 -0.1328
Si 10.6695 2.0994 16.9478 -0.0076 0.0046 0.0067
Si 6.9795 9.4747 10.5848 0.0317 -0.0564 0.1589
Si 0.0353 2.0903 12.5975 -0.0146 -0.0081 0.0208
Si 8.2387 0.8347 12.4532 0.0241 0.0221 0.0437
O 8.841 6.2394 20.8438 0.0292 -0.0248 0.056
O 4.8275 1.0175 19.2397 -0.0155 -0.0615 -0.015
O 9.8786 6.6504 18.366 0.0017 0.0137 -0.0006
O 6.0537 6.655 12.1542 0.0028 0.0008 -0.0082
O 0.3195 3.1653 11.4062 -0.0136 0.0019 -0.0284
O 5.2061 9.7242 15.5222 -0.002 0.0065 0.0148
O 7.1217 8.8839 17.4447 0.0018 -0.0059 0.0085
O 10.4468 2.2911 21.1957 -0.0629 0.0174 0.0703
O 6.0783 3.2747 18.2264 0.0219 0.0037 -0.0184
O 5.0693 9.4185 18.7466 0.0006 -0.0118 0.0126
O 8.0374 0.8936 14.0709 -0.0038 -0.0064 0.0023
O 7.0737 0.3249 16.5538 -0.002 -0.0038 0.0105
O 2.9504 2.7276 17.8015 -0.0044 -0.0206 -0.025
O 3.5468 7.2915 11.291 0.0051 0.0066 -0.0996
O 0.0746 3.628 16.5168 -0.003 -0.0037 0.0043
O 2.7853 2.8897 10.548 0.0094 0.0112 -0.0374
O 8.6498 0.5001 21.7384 -0.0286 0.0239 0.0654
O 1.3552 1.2225 12.9978 -0.001 0.0112 0.0133
O 7.9398 4.917 18.7928 -0.0132 0.0142 0.0053
O 1.3119 7.0973 12.8156 0.0146 -0.0135 0.0022
O 10.4716 2.8963 13.922 0.0038 -0.0017 0.0006
O 9.184 1.792 16.2747 0 0.0005 0.0065
O 6.4391 2.4968 15.4666 -0.0027 0.0003 0.0081
O 4.5437 8.1656 13.5683 -0.0058 0.0063 0.0131
O 7.2822 4.7174 13.6426 0.0058 0.0119 -0.0033
O 3.7644 7.2771 20.2701 -0.0177 0.0249 0.0483
O 1.2259 8.319 20.4802 -0.0052 -0.012 0.0247
O 2.976 10.9376 17.7961 -0.0037 -0.022 0.0034
O 5.0475 2.2165 13.2996 -0.0007 0.0066 -0.0014
O 4.292 3.3589 20.1177 0.0077 0.0117 0.0501
O 7.7746 9.3978 14.8832 -0.0029 0.008 0.0044
O 7.41 2.095 11.8772 0.0138 -0.0121 -0.0208
O 10.5473 2.0831 18.5662 -0.0047 0.0003 0.0039
O 10.0222 8.4625 13.6603 -0.0017 0.0014 0.005
O 1.027 7.1258 16.7648 -0.0091 0.0015 0.0004
O 1.7684 5.3506 10.8487 0.0082 -0.0105 -0.045
O 9.6679 8.1952 16.225 0.0033 0.003 0.0114
O 10.2893 7.6844 11.1892 0.0007 -0.0051 -0.0462
O 5.1003 1.7122 10.7761 -0.004 0.0102 -0.0367
O 1.0952 1.255 16.4804 -0.0018 -0.0073 -0.0061
O 2.7357 8.7793 15.4982 -0.0103 0 0.0058
O 3.8273 1.4444 15.6905 -0.0047 -0.0138 0.0054
O 5.4493 5.8975 18.4207 0.0057 0.0144 0.0041
O 10.9476 10.8234 20.2526 0.02 -0.0291 -0.0038
O 7.7435 10.4128 11.6943 -0.0158 -0.016 -0.0361
O 8.333 5.7279 11.3366 0.0415 0.0041 -0.0258
O 10.4017 4.4849 19.7172 -0.0228 0.0229 0.0226
O 6.7097 2.0733 20.6213 0.0557 0.0011 0.1029
O 3.2131 6.2054 15.5661 -0.0038 0.0113 0.0096
O 7.2335 10.5757 19.734 -0.0107 -0.0251 -0.0049
O 2.9173 5.1896 18.828 -0.004 0.022 0.011
O 5.9893 4.1532 11.5021 -0.0099 0.0209 -0.0844
O 3.2018 10.0008 20.3455 -0.0086 -0.0184 0.0396
O 1.0189 9.6206 12.231 -0.0003 0.002 -0.0295
O 2.8478 0.2399 11.0678 -0.004 -0.023 -0.0396
O 3.2638 10.4464 13.5929 0.0038 -0.0089 0.0188
O 7.0837 8.0005 19.9649 0.0025 0.0118 0.0045
O 10.9044 9.0774 18.3118 0.0041 -0.0012 0.006
O 4.0853 3.9009 15.0715 0.0048 0.0075 0.0044
O 7.9286 6.9643 14.6232 -0.0033 -0.0055 0.0036
O 3.4409 7.5487 17.7496 -0.0012 0.015 -0.0058
O 7.0782 5.0712 16.3425 -0.0002 0.0044 -0.0054
O 7.8631 8.1435 10.2988 -0.0102 -0.0132 -0.0488
O 1.6613 3.1429 20.031 0.0212 -0.003 0.0579
O 9.565 8.7378 20.6567 0.0013 -0.0035 0.0103
O 9.8154 1.0489 12.1245 0.0039 0.0062 -0.0403
O 1.3818 4.6218 14.5406 0.0016 0.0119 0.0081
O 3.3117 5.3416 13.0168 0.0001 0.0028 -0.0033
O 5.5259 9.0539 11.2087 0.0123 0.021 -0.0423
O 9.5558 5.0724 15.0253 -0.0049 0.0113 0.0003

Results
free energy: -129869.360 eV
free energy less fixed offsets of O -568.88, P -755.39, Si -635.61 eV per atom: -2.350 eV

The program warned: the cutoff lies below the one the program advises for these potential files; the exchange-correlation potential is rough where the density is thin.
